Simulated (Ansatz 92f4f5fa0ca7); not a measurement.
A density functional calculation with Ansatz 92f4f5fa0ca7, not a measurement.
Periodic cell of 259 atoms, Si165O94, from a study of silicon, its oxide and their interface. The atomic structure is a simulated model.
Doubt: the cutoff is far below the 930 eV that the study's wrapper takes by default for these files, so forces and energies are approximate.
This geometry differs little from another in the collection (a relaxation step or a small displacement).

Settings
functional: PBE
potential files: Ansatz PAW
basis: plane waves
wave-function cutoff: 580 eV
density cutoff ratio: 5
exchange-correlation grid ratio: 1
k mesh: 1 x 1 x 1, Gamma-centred
self-consistency stop: 5e-08 eV per atom in the density residual
occupations: fixed
spin: none
net charge: 0

Cell vectors (angstrom)
a, 10.938, 0, 0
b, 0, 10.938, 0
c, 0, 0, 38.2817

Atoms and the computed forces on them: element, x, y, z (angstrom), force x, y, z (eV/angstrom)
Si, 0, 0, 0.683, 0.006, 0.0186, -0.005
Si, 5.469, 0, 0.683, 0.035, 0.0233, 0.0034
Si, 2.7345, 2.7345, 0.683, 0.0321, -0.0096, -0.0064
Si, 8.2035, 2.7345, 0.683, 0.0172, -0.0588, -0.0097
Si, 0, 5.469, 0.683, 0.0111, -0.0284, -0.0059
Si, 5.469, 5.469, 0.683, -0.0005, 0.0018, 0.0054
Si, 2.7345, 8.2035, 0.683, 0.0068, -0.008, -0.0054
Si, 8.2035, 8.2035, 0.683, -0.0207, 0.0274, -0.0085
Si, 1.3673, 1.3673, 2.0503, 0.01, -0.0205, 0.0374
Si, 6.8362, 1.3673, 2.0503, 0.0545, 0.0112, -0.1188
Si, 4.1018, 4.1018, 2.0503, 0.0238, -0.0837, -0.005
Si, 9.5708, 4.1018, 2.0503, 0.021, -0.0231, -0.0768
Si, 1.3673, 6.8362, 2.0503, 0.0047, -0.0564, -0.1297
Si, 6.8362, 6.8362, 2.0503, -0.022, 0.055, 0.0223
Si, 4.1018, 9.5708, 2.0503, -0.007, -0.0391, -0.0843
Si, 9.5708, 9.5708, 2.0503, 0.0091, -0.0031, 0.0105
Si, 2.7345, 0, 36.2302, 0.117, 0.0435, -0.0255
Si, 8.2035, 0, 36.2302, 0.1227, -0.0253, -0.0487
Si, 0, 2.7345, 36.2302, -0.0064, 0.0289, 0.0814
Si, 5.469, 2.7345, 36.2302, -0.1169, 0.0784, -0.0631
Si, 2.7345, 5.469, 36.2302, -0.0523, 0.0298, 0.048
Si, 8.2035, 5.469, 36.2302, -0.0556, 0.0608, -0.0754
Si, 0, 8.2035, 36.2302, -0.0235, -0.0958, -0.0854
Si, 5.469, 8.2035, 36.2302, -0.0556, 0.1068, 0.1492
Si, 4.1018, 1.3673, 37.5975, -0.0402, -0.0017, 0.0153
Si, 9.5708, 1.3673, 37.5975, -0.0014, 0.0096, -0.0033
Si, 1.3673, 4.1018, 37.5975, -0.0181, 0.0134, 0.0115
Si, 6.8362, 4.1018, 37.5975, -0.0156, 0.0114, -0.0023
Si, 4.1018, 6.8362, 37.5975, -0.0014, 0.0041, 0.0021
Si, 9.5708, 6.8362, 37.5975, 0.0037, -0.0056, 0.0156
Si, 1.3673, 9.5708, 37.5975, 0.0171, -0.0178, -0.0167
Si, 6.8362, 9.5708, 37.5975, -0.041, 0.0308, 0.0015
Si, 0.7899, -0.5828, 27.9996, -0.0103, -0.0003, -0.0132
Si, 5.2813, 0.9463, 27.4294, -0.0111, 0.0269, -0.0022
Si, 2.7021, 2.6364, 28.3064, -0.0074, -0.0009, -0.0023
Si, 8.629, 4.6049, 26.7135, -0.0276, 0.0043, -0.0201
Si, -0.9899, 6.5117, 27.1662, 0.0242, -0.0268, 0.013
Si, 5.9091, 5.8298, 27.7439, -0.0077, 0.0037, -0.0101
Si, 2.4049, 8.4804, 28.111, -0.0003, 0.0028, -0.0025
Si, 8.3956, 8.1941, 27.8555, -0.0462, 0.031, -0.0303
Si, 1.3056, 1.2194, 29.462, 0.0014, 0.0111, 0.0047
Si, 7.1622, 1.8619, 29.6925, -0.0124, -0.0296, 0.0027
Si, 4.005, 4.0584, 29.5848, 0.0146, 0.0063, -0.0089
Si, 8.9401, 3.4966, 29.5688, 0.0173, 0.0346, -0.0057
Si, 1.2086, 6.9185, 29.3843, 0.0121, -0.0109, 0.0038
Si, 6.9939, 7.0203, 29.3809, -0.0078, 0.003, 0.0205
Si, 4.1527, 9.6129, 29.2291, -0.0063, 0.0023, 0.0126
Si, 9.6842, 9.6749, 29.1539, 0.0144, 0.0114, 0.0094
Si, 2.856, 0.0253, 30.7608, -0.0018, -0.0066, -0.007
Si, 8.2783, 0.0288, 30.6742, -0.0097, 0.0113, 0.0137
Si, -0.11, 2.6351, 30.7378, -0.0002, 0.0033, 0.0038
Si, 5.4508, 2.821, 30.9794, 0.0013, -0.0019, 0.0075
Si, 2.6216, 5.5424, 30.7364, -0.0071, 0.0104, 0.017
Si, 8.1978, 5.4635, 30.7279, 0.0069, -0.0104, 0.0036
Si, -0.0793, 8.2897, 30.7592, -0.0057, -0.001, 0.0046
Si, 5.4769, 8.2692, 30.6745, -0.0022, 0.005, 0.01
Si, 4.116, 1.3633, 32.2191, 0.0003, 0.0033, 0.0114
Si, 9.5466, 1.3308, 32.1952, 0.0004, 0.0012, 0.001
Si, 1.3038, 4.0707, 32.0607, 0.0061, -0.0097, -0.0114
Si, 6.8222, 4.2298, 32.2311, 0.0127, -0.0062, 0.0054
Si, 4.059, 6.9093, 32.0684, 0.0003, 0.0054, -0.0038
Si, 9.5635, 6.8337, 32.1027, -0.0088, 0.0003, -0.0049
Si, 1.3958, 9.607, 32.0926, 0.0014, -0.0011, -0.0066
Si, 6.8687, 9.5969, 32.0483, 0.0054, -0.0002, -0.0037
Si, 0.0175, -0.0072, 33.5162, 0.0055, 0.001, -0.0015
Si, 5.5205, -0.0088, 33.5056, -0.002, 0.0046, 0.0054
Si, 2.6943, 2.7475, 33.4903, -0.0021, -0.0039, -0.0015
Si, 8.1928, 2.7701, 33.5142, -0.0021, 0.0024, 0.0071
Si, 0.0004, 5.4694, 33.4716, -0.0043, 0.0064, 0.0082
Si, 5.4037, 5.5562, 33.5222, -0.0006, 0.0017, 0.006
Si, 2.7228, 8.235, 33.4841, 0.0054, -0.0037, -0.0038
Si, 8.1828, 8.2003, 33.4609, -0.0022, -0.0053, -0.0007
Si, 1.3637, 1.3705, 34.8764, 0.003, -0.002, -0.001
Si, 6.8478, 1.3814, 34.8743, -0.0043, 0.0013, 0.0005
Si, 4.081, 4.1114, 34.8565, 0.002, 0.0025, 0.0028
Si, 9.583, 4.1129, 34.8653, -0.0023, -0.0067, -0.0014
Si, 1.3751, 6.8358, 34.8486, 0.0041, -0.0021, 0.0032
Si, 6.8265, 6.8614, 34.8709, 0.0017, 0.003, -0.0019
Si, 4.1148, 9.5747, 34.8572, -0.0032, -0.0001, 0
Si, 9.5675, 9.5527, 34.851, 0.0023, -0.0012, 0.0013
Si, 2.7445, -0.0032, 3.4144, -0.0031, -0.0017, 0.0016
Si, 8.1951, -0.0019, 3.4151, 0.0016, 0.0018, 0.0022
Si, -0.0037, 2.7337, 3.4187, -0.0001, 0.0017, 0.0015
Si, 5.4948, 2.7411, 3.4128, -0.0017, -0.0065, -0.0008
Si, 2.7233, 5.4562, 3.4074, 0.0008, 0.0009, 0.001
Si, 8.2163, 5.4763, 3.4063, -0.0008, -0.0017, -0.0007
Si, 0.0032, 8.1914, 3.4071, 0.0003, -0.0015, 0.0001
Si, 5.4498, 8.1943, 3.4235, 0.0007, 0.0033, -0.0019
Si, 4.1508, 1.3448, 4.7592, 0.0006, 0.0033, 0.0025
Si, 9.5585, 1.3709, 4.7787, 0.0037, 0.0032, 0.0049
Si, 1.3741, 4.0922, 4.787, 0.0007, -0.005, 0.0042
Si, 6.854, 4.128, 4.7772, -0.002, 0.0005, 0.0075
Si, 4.0819, 6.8019, 4.7838, 0.0019, -0.0011, 0.005
Si, 9.5914, 6.8176, 4.7795, -0.0031, 0.0033, 0.0041
Si, 1.3866, 9.5352, 4.7628, -0.0063, -0.0005, 0.0074
Si, 6.8284, 9.5628, 4.7759, -0.002, -0.0012, 0.0024
Si, -0.0012, -0.0392, 6.0783, 0.0026, 0.0003, -0.0052
Si, 5.4827, -0.0176, 6.1772, 0.0022, -0.0025, 0.0111
Si, 2.8013, 2.7259, 6.086, -0.0108, 0.004, -0.008
Si, 8.2203, 2.7831, 6.1535, 0.0028, -0.0028, 0.0076
Si, 0.0142, 5.4594, 6.1805, 0.0011, -0.0031, 0.0051
Si, 5.4697, 5.4636, 6.1547, -0.0001, -0.0003, -0.0013
Si, 2.7104, 8.1376, 6.1667, -0.0037, -0.0029, 0.0066
Si, 8.1865, 8.166, 6.1031, 0.0041, -0.0059, 0.0001
Si, 1.4658, 1.2851, 7.3527, 0.0018, -0.0055, -0.01
Si, 6.8298, 1.4404, 7.5019, -0.0102, 0.01, -0.0062
Si, 4.1175, 4.0824, 7.5183, 0.0134, -0.0093, 0.0058
Si, 9.6205, 4.0929, 7.5733, -0.0072, 0.0042, -0.0036
Si, 1.331, 6.8158, 7.6114, 0.0091, -0.0053, -0.004
Si, 6.8499, 6.8204, 7.5158, -0.0039, 0.003, 0.0081
Si, 4.1387, 9.4544, 7.5, 0.0065, -0.0037, -0.0061
Si, 9.5378, 9.5444, 7.4308, 0.0073, -0.0004, -0.0043
Si, 2.6306, -0.2344, 8.7504, 0.0056, 0.0109, 0.0148
Si, 8.3508, 0.1713, 8.735, -0.01, -0.0141, 0.0014
Si, 0.2336, 2.6914, 8.7227, 0.0032, 0.0027, 0.0145
Si, 5.4804, 2.7635, 8.9628, -0.0068, 0.0113, 0.0078
Si, 2.7876, 5.4501, 8.9237, -0.0086, -0.0031, -0.0094
Si, 8.1763, 5.4509, 8.9197, -0.0004, 0.003, 0.0022
Si, -0.1848, 8.1594, 8.9007, -0.0131, 0.0054, 0.0125
Si, 5.4945, 8.146, 8.9566, 0.0082, -0.0118, 0.0085
Si, 4.0996, 1.7808, 10.6194, 0.0057, -0.0038, -0.0192
Si, 10.0212, 1.1757, 10.0179, 0.0012, -0.0071, 0.0203
Si, 1.7122, 3.7886, 10.1561, -0.0114, 0.0015, 0.0112
Si, 6.6344, 4.3136, 10.2797, -0.0172, -0.0194, -0.0093
Si, 4.4004, 6.5412, 10.249, 0.0131, 0.0129, 0.0116
Si, 9.1327, 7.0982, 10.2712, 0.0131, -0.0036, 0.0168
Si, 1.0372, 9.6975, 10.135, 0.0058, -0.0167, 0.0058
Si, 6.7805, 9.2106, 10.6473, -0.004, 0.0048, -0.0174
O, 10.792, 7.0789, 25.8603, 0.0166, -0.0044, -0.0106
O, 3.8313, 1.6067, 27.707, -0.0007, 0.0014, -0.0043
O, 8.0103, 8.1363, 10.9393, 0.003, -0.0081, -0.0021
O, 2.8435, 2.8193, 10.9003, 0.0032, 0.0023, -0.0018
O, 8.7389, 3.7756, 25.3129, 0.0003, 0.0072, 0.0151
O, 0.9471, 10.9395, 26.4529, -0.0035, -0.0084, 0.02
O, 5.5104, 5.4289, 10.7992, -0.0083, 0.0091, 0
O, 0.0468, -0.0169, 10.6621, -0.0092, 0.0166, -0.0027
O, 7.276, 3.5991, 11.6311, -0.0047, 0.012, 0.0015
O, 6.0498, 9.7944, 12.0182, 0.0063, -0.0151, 0.0035
O, 9.8565, 6.3797, 11.5531, -0.0038, 0.0105, -0.0102
O, 1.7934, 9.0889, 11.4693, -0.0024, -0.0008, 0.0114
O, 4.775, 1.3066, 12.0385, -0.0099, 0.006, 0.0064
O, 0.6779, 4.3486, 11.3001, 0.0043, 0.0005, -0.001
O, 9.3364, 1.9643, 11.2705, 0.0056, 0.0026, -0.0064
O, 3.8103, 7.3159, 11.5836, 0.0023, -0.0118, -0.0081
O, 7.5762, 8.8149, 26.5048, 0.0215, -0.0145, 0.0482
O, 6.584, 1.6152, 28.1472, 0.0232, 0.005, 0.0085
O, 5.0132, 6.8608, 26.8348, -0.0064, -0.0059, -0.0018
O, 2.0144, 3.5061, 27.0751, 0.0029, -0.006, 0.0036
O, 11.0543, -4.8018, 28.3559, -0.001, 0.0174, 0.0086
O, -1.8446, 3.5859, 27.9148, 0.0039, -0.0187, 0.0254
O, 4.9104, 15.6319, 28.3473, -0.0117, -0.0008, 0.0097
O, 5.5362, 12.1498, 25.8283, -0.0033, -0.0017, -0.014
Si, 7.9224, 3.4177, 23.9429, 0.0053, 0.0053, 0.0011
Si, 3.4813, 7.2318, 26.3571, 0.0113, -0.0095, 0.0056
Si, -1.6245, 9.8829, 20.9539, 0.0022, -0.0018, -0.0114
Si, 14.3162, 3.0586, 18.0078, 0.0037, -0.0025, 0.0022
Si, 5.9522, -0.1221, 15.8623, 0.007, -0.0016, 0.0038
Si, 10.0599, 4.8668, 17.1253, -0.0027, -0.0033, 0.0052
Si, 3.3269, 5.4705, 16.2502, 0.0044, -0.0067, 0.0011
Si, 2.677, 4.199, 25.7475, 0.0063, -0.0139, 0.004
Si, 4.5566, 8.5218, 23.7506, -0.0038, -0.0075, -0.0056
Si, 10.4265, 7.8606, 24.4816, -0.0049, 0.0018, -0.0155
Si, 8.1757, 2.4044, 12.3054, 0.0025, -0.0019, -0.0081
Si, 4.3783, 9.6331, 18.2849, -0.0012, -0.0045, 0.0077
Si, 10.057, 3.7447, 14.4356, 0.0082, 0, -0.0103
Si, 7.6421, 8.3711, 16.7242, 0.0006, -0.0051, -0.0031
Si, 9.5704, 4.5235, 21.7782, 0.0007, -0.003, -0.0023
Si, 13.214, 1.8126, 20.7607, -0.0038, 0.0034, -0.0076
Si, 6.7081, 9.0174, 19.7147, -0.0074, -0.0026, 0.0051
Si, 5.8721, 11.2637, 12.7712, -0.0009, 0.0002, -0.0166
Si, 10.8077, 11.7473, 19.0305, -0.0025, -0.0002, 0.0017
Si, 13.9225, 6.6265, 21.6341, -0.0002, -0.0037, -0.0044
Si, 0.7062, -0.1426, 24.8485, -0.0037, 0.007, 0.0038
Si, 6.1879, 5.5525, 16.8465, -0.003, -0.0013, -0.0008
Si, 5.0806, 13.3645, 24.7976, 0.001, 0.0003, 0.016
Si, 5.0022, 6.847, 19.3203, 0.0019, -0.0015, 0.0047
Si, 11.1205, 5.6023, 12.2055, 0, 0.0021, -0.0155
Si, -1.9334, 11.4557, 23.6579, -0.0013, 0.0013, 0.0007
Si, 7.564, 8.9389, 24.8568, -0.0044, 0.0134, -0.0029
Si, 1.4541, 3.3957, 16.0137, 0.0061, -0.0018, -0.0011
Si, 1.5635, 4.0591, 22.8842, -0.006, 0.0033, -0.0028
Si, 2.4492, 7.8514, 12.2985, -0.0076, -0.0039, -0.0172
Si, -0.3354, 7.8862, 16.6268, 0.0005, 0.0063, -0.002
Si, 2.093, 8.186, 15.2807, -0.004, 0.0021, -0.0007
Si, -0.0169, 7.1833, 21.5998, -0.0003, -0.0035, -0.0033
Si, 3.3914, 0.4336, 23.0888, -0.0039, 0.0013, -0.0009
Si, 12.5257, 9.8924, 17.5364, -0.002, 0.0008, 0.0035
Si, 8.8362, 3.1136, 19.1135, -0.0028, -0.0039, 0.0024
Si, 6.4402, 2.5755, 17.3816, -0.0015, 0.0033, 0.0081
O, 7.3653, 2.5093, 18.7402, 0.0007, 0.0004, -0.0021
O, 4.8876, 2.5208, 17.8322, 0.0005, -0.0009, 0.0007
O, 10.9598, 6.9962, 23.2252, 0.0054, -0.0001, 0.0059
O, 3.9971, 7.5294, 22.5626, 0.004, 0.0061, 0.0041
O, 5.4578, 10.0662, 19.4492, -0.0019, 0.0037, -0.0003
O, -0.9385, 5.9331, 21.0418, 0.0018, 0.0028, 0.0034
O, 2.7884, 8.3242, 13.8213, 0.0003, -0.0027, -0.0025
O, 2.4373, 4.501, 15.2635, -0.0023, -0.0004, 0.0044
O, 13.6644, 6.9805, 16.1909, 0, 0.0021, 0.0057
O, 10.9042, 4.1017, 22.6043, 0.0019, -0.0018, 0.0032
O, 13.4588, 5.3164, 22.4775, 0.0003, 0, 0.0025
O, 6.1049, 7.6011, 20.2716, -0.0006, -0.0012, 0.0043
O, 9.0767, 4.5306, 18.362, 0.0041, 0.0003, 0
O, 11.5032, 8.6352, 17.7773, 0.0023, -0.0018, 0.0022
O, 7.4793, 8.7408, 18.3037, 0.0037, -0.0019, -0.0043
O, 9.1919, 8.5993, 16.3154, -0.0024, 0.0041, 0.0027
O, 7.1789, 6.8075, 16.4531, 0.0006, 0.001, 0.005
O, 8.3132, 4.5762, 22.8397, -0.002, -0.0063, 0.0057
O, 4.4628, 7.9806, 18.2356, -0.001, 0.0026, -0.0018
O, 6.7514, 4.02, 16.6525, -0.0001, -0.0027, 0.0035
O, 7.7167, 9.5938, 20.8292, 0.0078, 0.0008, 0.0076
O, 1.5574, 7.2935, 21.1308, -0.0028, -0.0004, 0.0044
O, 9.7998, 10.6054, 19.5891, -0.0004, -0.0033, 0.0111
O, 8.928, 2.9229, 13.6428, -0.002, -0.003, 0.0082
O, 13.3716, 2.3654, 16.8335, -0.0013, 0.0011, 0.002
O, 1.7232, 3.8331, 24.4831, 0.0041, 0.0017, 0.0114
O, 6.1565, 8.4231, 24.1695, 0.0064, -0.0006, 0.0056
O, 2.2315, 9.6366, 16.0465, 0.003, 0, 0.0009
O, 2.9543, 2.6173, 19.5129, -0.0013, 0.0003, 0.0048
O, 10.3063, 6.4417, 17.245, -0.0012, -0.0085, 0.0038
O, 7.2931, 1.1199, 12.7416, 0.0068, 0.0033, 0.0152
O, 11.4234, 7.8623, 15.2042, -0.0022, 0.0006, -0.0009
O, -1.4305, 10.8198, 22.2515, -0.0011, 0.0026, 0.0103
O, 8.8042, 8.0104, 24.3101, -0.0064, -0.0102, -0.0096
O, 0.3001, 9.2634, 24.4738, 0.0099, 0.001, 0.0008
O, 2.8194, 9.9996, 18.6167, 0.0005, -0.0016, -0.0007
O, 9.0967, 3.396, 20.6899, 0.0026, 0.0042, 0.0057
O, 3.118, 0.5984, 21.474, 0.004, -0.0046, 0.0094
O, 10.1778, 8.5313, 21.1309, -0.0021, 0.0051, 0.0049
O, 5.7535, 5.7029, 18.4311, 0.001, -0.0022, -0.0006
O, 4.7556, 10.4009, 16.8975, -0.0037, 0, 0.0044
O, 5.4204, 0.1192, 14.3314, 0.0016, 0.0026, 0
O, 7.9171, 10.4822, 24.4139, -0.0084, -0.0024, 0.0022
O, 0.5724, 4.1297, 17.1922, -0.0021, -0.0011, 0.0011
O, 8.3576, 1.9639, 23.3645, -0.0029, 0.0014, -0.004
O, 3.6309, 8.211, 25.0608, -0.0061, 0.001, 0.0072
O, 3.2743, 4.6942, 17.727, -0.0048, 0.0011, -0.0012
O, 6.6846, 1.2589, 16.4156, -0.0007, -0.0013, 0
O, 0.6856, 11.2321, 17.7166, -0.0018, -0.0011, 0.0052
O, 6.8948, 9.4837, 15.7981, -0.0007, 0.0007, 0.0016
O, 4.2982, 10.0418, 23.2661, 0.0034, 0.0005, -0.0008
O, 0.8574, 1.2167, 20.2513, 0.0004, 0.0005, 0.004
O, 2.0155, 11.2387, 23.9858, 0.0018, -0.0019, 0.0007
O, 10.6346, 5.0185, 13.6202, 0, 0.0006, 0.0037
O, 9.9352, 13.008, 18.5302, 0.0008, -0.001, 0.0049
O, 4.259, 1.7197, 23.5886, 0.0044, -0.0002, 0.0008
O, 9.3444, 4.393, 15.7446, 0.0014, -0.002, 0.0038
O, 4.8945, 5.6235, 15.8391, 0.0025, 0.0007, 0.0055
O, 1.4149, 6.6166, 12.3921, 0.0006, 0.0053, 0.0098
O, 6.3237, 3.3007, 24.2082, -0.0056, -0.0038, -0.0023
O, 10.3491, 11.7294, 24.5384, 0.0065, -0.0005, 0.0007
O, 2.7446, 5.8197, 25.9533, 0.0004, 0.0145, -0.0016
O, -7.1068, 6.2455, 20.2798, -0.0013, 0.0019, 0.0063
O, 13.0268, 2.8266, 21.997, 0.0004, 0.0008, 0.003
O, 4.161, 3.5644, 25.5207, -0.0062, 0.0007, -0.0036
O, 11.3396, 2.7998, 14.908, -0.0067, 0.0015, 0.0039
O, 3.5539, 0.3972, 9.9723, -0.0095, 0.0008, -0.0042
O, 5.1088, 10.358, 28.0387, -0.0065, -0.0419, 0.0131
O, -3.8908, 16.0231, 26.8197, 0.0143, -0.0156, 0.0081
O, -14.4766, -11.317, 9.9789, 0.0126, 0.0003, -0.0034

Results
free energy: -158352.842 eV
free energy less fixed offsets of O -568.88, Si -635.61 eV per atom: -2.472 eV

The program warned: the cutoff lies below the one the program advises for these potential files; the forces do not sum to zero within the program's tolerance; the exchange-correlation potential is rough where the density is thin.
